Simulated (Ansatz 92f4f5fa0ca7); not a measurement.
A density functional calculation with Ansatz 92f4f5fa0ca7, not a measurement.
Periodic cell of 261 atoms, Si144O117, from a study of silicon, its oxide and their interface. The atomic structure is a simulated model.
This geometry differs little from another in the collection (a relaxation step or a small displacement).

Settings: functional r2SCAN; potential files Ansatz PAW; basis plane waves; wave-function cutoff 800 eV; density cutoff ratio 5; exchange-correlation grid ratio 1; k mesh 1 x 1 x 1, shifted by 0.5 0.5 0 of a step; self-consistency stop 1e-10 eV per atom in the density residual; occupations fixed; spin none; net charge 0.

Cell vectors (angstrom)
a, 10.88, 0, 0
b, 0, 10.88, 0
c, -3.522, 2.4287, 37.8038

Atoms: element, x, y, z (angstrom)
Si, 5.4034, -0.4877, -2.8589
Si, 2.7066, 2.9148, -2.2601
Si, 2.5218, -2.9578, 0.1679
Si, 6.2014, 7.9041, -4.5419
Si, -2.7304, 2.3693, -8.4163
Si, 5.6167, 2.4711, -6.8778
Si, 6.8442, 6.3805, -1.8975
Si, 2.7783, -2.1021, -1.9843
Si, 3.2542, 3.3278, 0.02
Si, 4.9837, 5.0941, 0.1829
Si, 2.5742, -2.1934, -8.4694
Si, 6.0814, 0.4479, 0.1039
Si, -3.1445, 2.2338, 0.2058
Si, 0.3019, 5.6749, 0.1295
Si, 8.3339, 8.3721, 0.1101
Si, -0.423, -0.232, 0.1494
Si, 1.4551, 4.091, 1.3878
Si, 4.0427, 6.7728, 1.5107
Si, 1.2953, -1.3522, 1.3694
Si, 4.1772, 1.4392, 1.1834
Si, 6.7382, 4.0269, 1.3588
Si, 9.5414, 6.8031, 1.3759
Si, 6.8426, 9.5744, 1.4711
Si, -1.4698, 1.306, 1.5425
Si, 0.0258, 2.7163, 2.6903
Si, 2.6764, 5.4477, 2.8749
Si, -0.0071, -2.7234, 2.7932
Si, 2.7447, 0.0559, 2.5771
Si, 5.4299, 2.6859, 2.7771
Si, 8.151, 5.4185, 2.6649
Si, 5.4407, 8.1879, 2.7425
Si, 8.1396, -0.0364, 2.9475
Si, 1.3931, 1.3546, 4.0211
Si, 4.0804, 4.0606, 4.1282
Si, 1.3247, -4.0626, 4.1892
Si, 4.0502, -1.3104, 4.0452
Si, 6.7629, 1.3626, 4.1982
Si, -1.3538, 4.0816, 4.0553
Si, 6.813, 6.791, 4.048
Si, -1.3388, 9.4834, 4.1858
Si, 2.7081, 2.6936, 5.434
Si, 5.4593, 5.4458, 5.4235
Si, 2.7253, -2.6774, 5.4654
Si, 5.3876, -0.0068, 5.4981
Si, -2.706, 2.7413, 5.4701
Si, -0.0401, 5.4257, 5.491
Si, -2.7333, 8.1186, 5.4618
Si, 0.0433, 0.0158, 5.4271
Si, 1.3549, 4.0375, 6.7931
Si, 4.1034, 6.7994, 6.7856
Si, 1.3553, -1.3222, 6.8206
Si, 4.0399, 1.3758, 6.8377
Si, 6.7966, 4.1118, 6.8097
Si, -1.4008, 6.7887, 6.8475
Si, 6.7906, -1.3938, 6.7988
Si, -1.3262, 1.3525, 6.7921
Si, 0.0182, 2.6914, 8.182
Si, 2.7371, 5.4025, 8.1115
Si, -0.0273, -2.6903, 8.1484
Si, 2.6823, 0.0356, 8.196
Si, 5.4139, 2.7645, 8.1513
Si, 8.12, 5.4482, 8.2113
Si, 5.4641, 8.1282, 8.1759
Si, 8.1786, -0.0267, 8.1204
Si, 1.3496, 1.3681, 9.6201
Si, 4.0697, 4.101, 9.5748
Si, 1.3589, 6.7779, 9.3914
Si, 4.0755, -1.3585, 9.4367
Si, 6.81, 1.3731, 9.3998
Si, -1.362, 4.0677, 9.4764
Si, 6.7842, 6.7904, 9.6215
Si, -1.3769, -1.3559, 9.5627
Si, 2.7166, 2.7573, 10.9784
Si, 5.3975, 5.4502, 11.0044
Si, 2.7289, 8.1087, 10.7142
Si, 5.4312, 0.0397, 10.7178
Si, -2.7235, 2.6897, 10.779
Si, -0.0017, 5.4699, 10.7658
Si, 8.1671, 8.1599, 10.9677
Si, -0.0247, -0.0154, 10.9646
Si, 1.312, 4.1956, 12.2357
Si, 3.9876, 6.882, 12.2865
Si, 1.384, -1.5084, 12.1238
Si, 4.1318, 1.3262, 12.2217
Si, -4.0564, 4.0034, 12.2195
Si, -1.2981, 6.7596, 12.2693
Si, 6.7212, -1.2873, 12.1531
Si, -1.417, 1.3886, 12.2706
Si, -0.5322, 3.2872, 13.3513
Si, 2.2138, 5.9523, 13.5491
Si, 0.4763, -3.1892, 13.5375
Si, 6.8389, 4.564, 22.4219
Si, 5.9902, 2.1606, 13.4252
Si, -2.2479, 4.9276, 13.3988
Si, 4.9208, 8.7619, 13.4102
Si, -3.2494, 0.4422, 13.4235
Si, 0.014, -1.3529, -7.5453
Si, -2.7288, 0.4464, -10.5488
Si, 7.6086, 5.452, 16.3651
Si, 6.1807, 1.9061, 23.2897
Si, 7.7789, -0.4536, 24.252
Si, 6.9678, 7.6401, -12.1053
Si, 4.1375, 4.7946, -8.1372
Si, 2.1383, -0.1346, 15.2821
Si, 1.4482, 2.2967, 18.6717
Si, -0.184, 7.6121, 20.6768
Si, 5.3524, 7.6255, 16.2074
Si, 2.9163, 7.4435, 20.1384
Si, 1.7856, 7.3518, -11.1323
Si, -1.4578, -0.6699, 21.6098
Si, 3.8156, 5.7622, 22.5964
Si, 0.1379, -2.3147, 15.7202
Si, 0.9796, 0.361, -2.3548
Si, -2.7041, 3.6621, -2.477
Si, -2.6361, -1.6603, -6.2561
Si, -1.0568, 6.7185, -11.5247
Si, 7.5365, -0.0868, 19.1821
Si, -0.2438, 1.1662, -9.2789
Si, -0.8136, 6.5827, 17.9909
Si, 5.4168, 3.345, 16.2385
Si, 7.4794, 2.3605, 20.7214
Si, -1.0377, 5.7221, 22.9455
Si, 5.4311, 2.5377, -3.7958
Si, 6.3095, 4.7799, -12.587
Si, 6.6819, -1.1618, -8.6258
Si, 0.0801, 4.6467, -2.8046
Si, 1.4139, 3.7793, 22.8965
Si, 3.1939, 5.4924, 15.6469
Si, 5.0582, -1.5441, 18.7822
Si, -2.1441, -0.1276, 16.2799
Si, 6.0197, 6.9238, -9.4195
Si, 2.5044, 2.7874, -9.7974
Si, 3.1552, -0.5268, 13.2634
Si, 8.0262, 4.8726, -10.1033
Si, 1.8152, 5.1641, 18.3718
Si, 3.8484, 1.0977, 17.5976
Si, 3.5693, 6.9796, -6.1608
Si, 3.0955, 4.6198, -12.2223
Si, 4.1354, 0.4736, -8.5761
Si, -0.3055, 1.9091, 21.0594
Si, 6.9335, -0.3899, -13.3043
Si, -0.2826, -0.9175, -4.747
Si, 0.0465, 1.9083, 15.9241
Si, 1.2505, 7.2472, -4.0945
O, -2.5116, 2.6094, -1.2682
O, 1.5015, -1.1126, -2.0129
O, 0.059, 0.7506, -1.0851
O, 3.9949, -1.22, -2.5703
O, 6.0821, -0.1889, -1.4247
O, 5.4614, 5.877, -1.2052
O, 7.8581, 5.1327, -1.8821
O, -0.2363, 5.0454, -1.2704
O, -1.4689, -1.3773, -0.4489
O, 6.7808, 3.3883, 23.5471
O, 4.745, 2.4365, 17.4025
O, 2.965, -0.6212, -8.3699
O, 6.5431, 6.796, -3.4229
O, 1.6598, -2.671, -12.5143
O, 5.8743, 7.5227, -10.9135
O, 0.1104, 4.6329, 23.4257
O, 4.1246, 3.1731, -3.0486
O, 5.2766, 3.6875, -7.8832
O, 1.3876, 7.8976, 20.4098
O, 0.8441, 0.8262, 15.0154
O, 2.1304, 7.015, -5.4312
O, -2.6086, 5.3049, 22.6911
O, -1.4315, -2.066, -7.2931
O, -1.2503, 1.7667, -8.1426
O, 5.3532, -2.183, 15.0044
O, 6.6813, 1.456, 21.8166
O, 2.0732, 2.8206, 24.0366
O, -0.2625, 3.1611, 14.976
O, 7.5213, 7.6367, -1.1192
O, 4.5638, 1.988, 23.3559
O, 2.2284, 1.3723, -2.5137
O, 4.327, 4.3313, 15.554
O, -1.8076, 2.5201, 21.0252
O, 0.2356, 1.7114, 19.5505
O, -1.1505, 0.8655, -10.6093
O, -2.4725, 3.865, -8.929
O, 6.3508, -1.1014, 19.662
O, 0.9306, 2.4186, 17.1536
O, 5.4234, -0.3022, -9.1553
O, 6.5931, -1.9235, -12.9402
O, 1.4715, 3.8008, -2.8584
O, 0.425, -0.5928, -6.1697
O, 7.3882, 7.9774, -5.6555
O, 2.1445, 5.0731, 16.798
O, 6.7757, 6.2892, -12.9822
O, 0.2313, 7.1673, -10.6201
O, 2.849, 4.0346, -8.7903
O, -2.463, 5.1197, 15.0179
O, -1.3056, 1.238, 16.4897
O, -1.1469, -1.3535, 15.9446
O, -1.8933, -0.9136, -5.0135
O, 2.5254, 5.9565, -11.5049
O, 7.4218, 6.1403, -9.3182
O, 7.2068, 2.2241, -7.1158
O, 0.3407, 5.9548, -3.7299
O, 2.7147, 1.3035, 18.7284
O, 2.6774, 4.6241, 22.2923
O, 6.6201, 6.6654, 16
O, 7.8498, -0.9497, -9.7488
O, -1.5398, 5.2807, -10.968
O, 4.7748, 5.9365, -9.1062
O, 5.327, 0.9317, -3.6214
O, 5.8915, 2.3706, 15.0529
O, 4.6447, 1.2104, -7.2183
O, 1.0143, 2.1533, -9.5567
O, 3.8299, -2.1995, 19.611
O, -2.3734, 7.6882, -11.5499
O, 6.1941, -2.6908, -8.4417
O, -0.3796, 0.5101, 21.8679
O, 3.9446, 6.8426, 16.142
O, 6.9172, 4.3249, -11.1498
O, 4.6986, -0.1631, 18.0547
O, -2.5693, -0.7078, 22.7687
O, 2.3753, 7.5465, -2.9637
O, 0.7888, 2.853, 21.7446
O, -1.0266, 7.5537, 19.2811
O, 2.6668, 3.3532, -11.3003
O, -0.0573, 7.367, 16.7945
O, -0.4586, 6.7155, -13.0451
O, 7.2365, -0.733, -7.1503
O, 3.4302, 6.262, 24.0851
O, 7.2362, 1.525, 19.3458
O, 7.9007, -0.3981, 17.6365
O, 4.7877, 7.4758, -5.213
O, -1.2687, 3.8181, -3.2696
O, 3.767, 5.4685, -6.7164
O, 7.551, 0.3854, -12.028
O, -0.7125, -2.0756, 21.6019
O, 1.4105, 6.789, -0.3059
O, -2.1006, -0.4021, 20.1576
O, 4.7018, 4.6879, -12.4488
O, 6.8617, 3.1463, -3.3016
O, 3.16, 0.7086, 16.1986
O, 7.7588, 0.024, 15.0127
O, 0.2342, 5.4724, 18.5214
O, -1.096, 6.8405, 24.1198
O, 2.6396, -2.7526, -9.9945
O, -0.4373, 6.2681, 21.5401
O, 5.3365, 2.8917, -5.3609
O, 7.4353, 1.5972, -9.6561
O, 5.5137, -2.5927, 17.6551
O, 2.0044, 3.7464, 19.1151
O, 0.0948, 0.2484, -3.7023
O, 0.2246, -2.3864, -4.2713
O, 6.1827, -1.5139, -3.8333
O, 6.6804, 4.1915, 16.8301
O, 3.6122, 6.9263, 21.4984
O, -0.5523, -1.5833, -13.4758
O, 3.5837, 1.5989, -9.5914
O, 3.5696, 7.9308, -7.4639
O, 0.1562, -0.2963, -8.7519
O, -2.2052, 5.9024, 17.5101
O, 1.0857, -2.4854, -7.9174
O, 1.5221, -1.4711, 16.0312
O, 6.8893, 3.8699, 20.9254
O, 2.8115, 6.2469, 19.0479
O, 5.4081, 5.3587, 22.5305

Results
free energy: -158844.660 eV
free energy less fixed offsets of O -570.45, Si -639.56 eV per atom: -5.370 eV

Forces (eV/angstrom), in the order of the atoms: element, x, y, z
Si, 0.0051, -0.0033, -0.1071
Si, -0.0012, -0.0038, -0.0752
Si, -0.0065, -0.0038, -0.0212
Si, -0.0073, 0.0023, -0.11
Si, 0.0146, 0.0067, -0.0512
Si, 0.0121, -0.0121, -0.1053
Si, 0.0077, 0.0013, -0.1015
Si, -0.0027, 0.0047, -0.0725
Si, 0.0011, -0.0066, -0.0044
Si, 0.0141, 0.0125, -0.0295
Si, -0.0011, 0.0114, -0.0524
Si, -0.0047, -0.0082, -0.0363
Si, 0.0097, 0.0067, -0.0313
Si, -0.005, -0.0057, -0.0432
Si, -0.0123, -0.002, -0.0335
Si, 0.0075, 0.0088, -0.0487
Si, 0.0033, -0.002, 0
Si, -0.0057, 0.003, 0.0082
Si, -0.0042, -0.0016, -0.0006
Si, 0.0011, 0.007, -0.0054
Si, -0.0044, 0.0013, -0.005
Si, 0.0002, -0.0001, -0.0008
Si, -0.0023, 0.0011, -0.0028
Si, -0.0008, 0, 0.0036
Si, 0.0004, 0.0029, -0.0019
Si, -0.0017, -0.0011, -0.0043
Si, -0.0031, 0.0025, -0.0057
Si, -0.0013, 0.0003, 0.0001
Si, -0.0014, 0.0005, -0.0012
Si, -0.0004, 0.0016, 0.0017
Si, 0.0003, 0.001, 0.0035
Si, -0.0036, 0.0017, 0.0043
Si, -0.0009, 0.0008, -0.0035
Si, -0.0014, -0.0017, -0.0019
Si, -0.0013, 0.0017, -0.0004
Si, -0.0013, 0.0017, -0.003
Si, 0.0007, 0.0008, 0.0018
Si, -0.0024, -0.0012, -0.0005
Si, -0.0016, 0.0024, -0.0012
Si, 0.0007, -0.0015, 0.003
Si, -0.004, -0.0017, -0.0008
Si, 0.0004, 0.0014, -0.0022
Si, -0.0012, 0.0024, 0.0017
Si, -0.0024, 0.0001, 0.0013
Si, 0.001, 0.001, 0.0011
Si, -0.0028, -0.0002, 0.0026
Si, -0.0008, -0.0033, -0.0013
Si, -0.0016, 0.002, -0.002
Si, -0.0011, -0.0028, -0.0005
Si, 0.0003, 0.0023, -0.0009
Si, -0.0003, 0.0044, -0.0018
Si, -0.0041, 0.0013, -0.0016
Si, -0.0022, 0.0047, -0.0004
Si, -0.0054, 0.0008, -0.0005
Si, -0.0017, 0.0003, -0.0003
Si, 0.0018, 0, -0.0003
Si, -0.0004, 0.001, 0.0031
Si, 0.0027, -0.0018, -0.001
Si, -0.0012, 0.0033, -0.0004
Si, -0.0033, -0.0017, -0.0006
Si, -0.0033, 0.0015, -0.0012
Si, -0.0014, 0.0005, -0.0004
Si, -0.0015, -0.0008, 0.0024
Si, 0.0007, 0.0001, -0.0012
Si, -0.0011, 0.0007, -0.0017
Si, 0.0004, 0.0001, 0.0019
Si, -0.0012, -0.0014, 0.001
Si, -0.0011, 0.0027, -0.0041
Si, -0.0018, 0.0002, 0.0013
Si, -0.0014, 0.0009, -0.0004
Si, -0.0021, 0.0003, -0.0028
Si, 0.001, 0.0021, 0.0014
Si, 0.0005, 0.0025, 0.003
Si, -0.0031, 0.0003, 0.0075
Si, -0.0008, 0.001, 0.0079
Si, -0.0006, 0.0009, 0.005
Si, -0.0019, -0.0003, -0.0046
Si, -0.0041, 0.0015, -0.0006
Si, -0.0007, 0.0004, 0.0016
Si, -0.0019, -0.0004, -0.0032
Si, 0.0031, 0.0093, 0.0016
Si, -0.0067, 0.0009, -0.01
Si, -0.0009, -0.0043, -0.0051
Si, -0.0061, -0.0048, 0.0006
Si, -0.0043, 0.001, 0.0002
Si, 0.0052, 0.0037, -0.0066
Si, -0.001, -0.0017, -0.0033
Si, 0.0001, 0.0007, -0.0081
Si, 0.0036, -0.0086, 0.0388
Si, 0.0022, 0.0005, 0.0034
Si, -0.0033, 0.0026, 0.0027
Si, -0.0008, 0.0065, 0.0454
Si, -0.0041, 0.0066, 0.0422
Si, -0.009, 0.0052, 0.0284
Si, 0.0042, -0.0042, 0.0325
Si, 0.0031, -0.0089, 0.0405
Si, 0.0095, -0.0043, -0.0735
Si, 0.0043, 0.0031, -0.0119
Si, -0.0089, 0.0204, 0.0934
Si, -0.0085, -0.0003, 0.0471
Si, -0.0068, -0.003, 0.0435
Si, 0.0063, -0.0033, 0.002
Si, -0.0014, -0.0037, -0.0619
Si, 0.0074, 0.0203, 0.0726
Si, -0.0141, 0.0008, 0.1042
Si, 0.0052, -0.0022, 0.0861
Si, 0.0148, -0.0054, 0.1057
Si, -0.0033, 0.0006, 0.0856
Si, -0.0071, -0.0105, -0.0107
Si, 0.0034, -0.0053, 0.0725
Si, 0.0019, -0.0155, 0.0513
Si, -0.0191, -0.009, 0.0825
Si, -0.0128, -0.0089, -0.085
Si, -0.0208, 0.0026, -0.0856
Si, -0.0006, 0.0143, -0.0929
Si, -0.0028, 0.0009, -0.0023
Si, 0.0086, 0.0192, 0.1042
Si, -0.0008, 0.0127, -0.0311
Si, 0.0046, -0.0011, 0.1128
Si, -0.0036, 0.0027, 0.0767
Si, 0.0014, 0.0154, 0.0782
Si, -0.0054, -0.0071, 0.0489
Si, 0.0076, -0.0076, -0.1068
Si, -0.0034, 0.0105, 0.0139
Si, -0.0055, -0.0035, -0.0539
Si, 0.0011, 0.0153, -0.0883
Si, 0.0109, 0.0079, 0.048
Si, 0.002, -0.0111, 0.0825
Si, -0.0082, 0.0098, 0.086
Si, -0.0033, -0.0007, 0.0999
Si, 0.0145, -0.0067, -0.0355
Si, -0.0069, -0.0025, -0.0241
Si, -0.0049, 0.0048, 0.0065
Si, 0.003, 0.0028, -0.0249
Si, 0.0025, 0.0113, 0.1049
Si, 0.0113, -0.0297, 0.0923
Si, 0.0111, -0.0102, -0.104
Si, 0.0067, 0.0062, 0.013
Si, -0.0046, -0.0043, -0.0448
Si, -0.0046, 0.0044, 0.0667
Si, 0.0032, -0.0105, 0.0207
Si, -0.0197, -0.0067, -0.1091
Si, 0.0083, -0.0033, 0.0994
Si, -0.0026, 0.0171, -0.1079
O, -0.006, -0.019, 0.061
O, 0.0058, -0.006, 0.0425
O, -0.0174, -0.0064, 0.0587
O, -0.0191, -0.0079, 0.039
O, 0.0172, 0.0186, 0.0755
O, -0.0217, -0.0148, 0.0495
O, -0.006, 0.0062, 0.0319
O, 0.0057, 0.0176, 0.0677
O, -0.0073, -0.0031, 0.0227
O, 0.0036, 0.0035, -0.0194
O, 0.0045, 0.0143, -0.0417
O, -0.0014, -0.0049, 0.0147
O, 0.0119, -0.0239, 0.0788
O, -0.0019, 0.0015, -0.0063
O, -0.003, -0.0016, 0.0125
O, 0.003, -0.0038, -0.0174
O, -0.0344, 0.0085, 0.0607
O, 0.0049, -0.009, 0.033
O, 0.0068, -0.0011, -0.0261
O, 0.0136, -0.0092, -0.0345
O, -0.0301, 0.0042, 0.0685
O, -0.0003, -0.002, -0.0174
O, -0.0086, 0.0006, 0.0334
O, -0.0021, -0.0007, 0.0202
O, -0.0096, 0.013, -0.0615
O, 0.013, -0.0007, -0.0422
O, -0.0078, 0.0088, -0.0178
O, -0.0142, 0.0171, -0.051
O, 0.0187, 0.0184, 0.0454
O, 0.0117, 0.0006, -0.0121
O, 0.0039, 0.0115, 0.0342
O, -0.0067, 0.0059, -0.0206
O, 0.0127, -0.0115, -0.0223
O, 0.0206, 0.0036, -0.0438
O, 0.0032, 0.0019, 0.009
O, -0.0009, -0.0113, 0.0163
O, -0.0136, -0.0073, -0.0422
O, -0.0238, -0.0054, -0.0787
O, -0.0009, 0.0007, 0.0173
O, -0.0001, 0.0063, -0.0067
O, 0.0126, -0.0094, 0.0356
O, -0.0022, 0.0073, 0.0654
O, -0.0217, -0.0102, 0.0468
O, 0.0187, 0.0011, -0.0771
O, -0.0012, -0.0041, -0.0026
O, 0.0037, -0.0009, 0.0029
O, 0.0106, 0.0098, 0.0206
O, 0.0147, -0.0075, -0.0684
O, 0.0091, 0.0008, -0.0401
O, 0.0135, -0.0053, -0.0255
O, 0.012, 0.0059, 0.0458
O, 0.0003, 0.0005, -0.0002
O, -0.007, 0.0035, 0.0127
O, -0.0197, 0.0025, 0.0384
O, -0.0105, -0.0271, 0.0479
O, 0.0144, -0.0027, -0.0339
O, 0.0032, 0.0025, -0.018
O, 0.0018, -0.0089, -0.029
O, -0.0054, -0.0059, 0.0188
O, -0.0009, -0.0035, 0.002
O, -0.0094, -0.0083, 0.0226
O, -0.0073, -0.0152, 0.0426
O, 0.0054, -0.0083, -0.0553
O, 0.0114, 0.0132, 0.0379
O, -0.0019, -0.0045, 0.01
O, 0.0193, 0.0151, -0.041
O, -0.0001, -0.0003, 0
O, 0.0037, 0.0079, 0.0222
O, -0.0007, 0.0038, -0.0282
O, -0.009, -0.009, -0.0319
O, 0.0014, -0.0028, 0.0018
O, -0.0203, 0.0323, -0.0408
O, 0.0202, 0.0011, -0.0442
O, 0.0211, 0.0194, 0.0716
O, -0.0149, -0.0173, -0.0386
O, -0.0085, -0.0186, -0.0658
O, 0.001, -0.0032, 0.0068
O, 0.0127, 0.0353, -0.0742
O, 0.0063, 0.0042, -0.0118
O, 0.0142, -0.0071, 0.0479
O, 0.0075, -0.0087, -0.0252
O, -0.0006, -0.0204, -0.0444
O, 0.0234, -0.0034, -0.08
O, 0.0252, 0.0099, 0.0523
O, -0.0057, 0.0027, 0.0356
O, -0.006, 0.0182, 0.0464
O, -0.0011, 0.0003, 0.0013
O, 0.0007, -0.0019, -0.0301
O, -0.0023, 0.0025, 0.0189
O, -0.0159, 0.0005, -0.0542
O, -0.0019, -0.0037, -0.0069
O, 0.0304, 0.0098, 0.0465
O, -0.0123, -0.0294, -0.0564
O, -0.011, 0.0144, -0.0577
O, -0.0027, 0.0034, -0.0355
O, -0.0002, -0.0101, -0.0235
O, 0.0021, 0.0037, 0.0257
O, 0.0103, 0.0196, -0.0449
O, -0.0054, 0.0021, 0.0976
O, -0.0027, 0.0016, 0.0188
O, 0.0058, -0.0245, -0.0683
O, 0.0031, 0.0047, -0.0411
O, 0.0246, 0.0213, 0.066
O, 0.0125, -0.0163, 0.0387
O, -0.0175, 0.0237, 0.0556
O, 0.001, 0.0039, -0.0286
O, -0.0097, 0.0199, -0.0545
O, -0.0018, 0.0074, -0.0162
O, 0.0072, -0.005, 0.0152
O, 0.0062, -0.0154, 0.0438
O, -0.001, -0.0184, 0.033
O, -0.0275, -0.0096, -0.0499
O, -0.0083, 0.0022, 0.0241
O, 0.0042, 0.0014, -0.0428
O, 0.006, -0.0137, -0.0377
O, -0.0124, -0.0202, -0.0513
O, 0.0011, 0.0003, -0.0179

The program warned: the cutoff lies below the one the program advises for these potential files; the forces do not sum to zero within the program's tolerance; empty levels may hold ghost states of the PAW files; the exchange-correlation potential is rough where the density is thin.
